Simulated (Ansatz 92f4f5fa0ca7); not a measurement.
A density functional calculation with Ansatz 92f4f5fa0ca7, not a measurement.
Periodic cell of 448 atoms, Si288O160, from a study of silicon, its oxide and their interface. The atomic structure is a simulated model.
Doubt: the cutoff is far below the 930 eV that the study's wrapper takes by default for these files, so forces and energies are approximate.
This geometry differs little from another in the collection (a relaxation step or a small displacement).

Settings: functional PBE; potential files Ansatz PAW; basis plane waves; wave-function cutoff 580 eV; density cutoff ratio 5; exchange-correlation grid ratio 1; k mesh 1 x 1 x 1, Gamma-centred; self-consistency stop 5e-08 eV per atom in the density residual; occupations fixed; spin none; net charge 0.

Cell vectors (angstrom)
a 15.4687 0 0
b 0 15.4687 0
c -0.6569 0.7343 33.1206

Atoms and the computed forces on them: element, x, y, z (angstrom), force x, y, z (eV/angstrom)
Si -0.693 0.292 24.25 0.079 -0.118 -0.1
Si -0.787 4.883 24.285 0.023 0.15 -0.072
Si -0.749 8.021 24.367 -0.106 -0.184 -0.185
Si -0.636 -2.875 24.173 -0.016 0.104 -0.095
Si 2.805 1.178 23.825 0.03 0.033 -0.038
Si 2.953 4.348 24.226 -0.069 -0.054 -0.098
Si 3.394 8.718 24.558 0.009 0.099 -0.079
Si 3.25 -3.587 24.116 0.01 -0.074 -0.039
Si 7.24 1.151 24.417 -0.031 0.058 -0.078
Si 6.987 4.308 24.3 0.027 -0.051 -0.015
Si 7.153 9.006 24.158 0.009 0.068 -0.049
Si 7.156 -3.23 24.208 -0.015 -0.04 -0.075
Si -4.46 0.434 24.334 -0.033 -0.09 0.009
Si -4.669 4.868 24.336 -0.013 0.12 -0.052
Si -4.459 8.028 24.248 0.046 -0.184 -0.13
Si -4.491 -2.755 24.22 0.068 0.054 -0.18
Si 1.227 0.706 25.527 0.006 0.004 0.016
Si 1.127 4.567 25.65 0.001 0.026 0.025
Si 1.276 8.406 25.569 0.039 -0.023 0.044
Si 1.323 -3.163 25.471 -0.002 -0.01 0.032
Si 5.281 0.765 25.626 -0.004 0.002 -0.014
Si 4.99 4.605 25.514 0.007 -0.008 0.011
Si 5.35 8.572 25.73 0.003 0.01 0.009
Si 5.16 -3.051 25.477 0.002 -0.036 -0.02
Si 9.129 0.783 25.705 0.069 0.022 -0.021
Si 8.888 4.698 25.663 0.004 0.018 -0.034
Si 9.052 8.521 25.503 -0.024 0.003 0.027
Si 9.066 -3.03 25.577 -0.058 -0.029 0.052
Si -2.555 0.635 25.646 -0.057 -0.02 0.002
Si -2.697 4.583 25.622 -0.026 0.048 0
Si -2.624 8.315 25.715 0.004 -0.034 0.015
Si -2.56 -3.157 25.536 -0.017 0.012 -0.009
Si 1.193 2.613 26.962 0.027 0.006 -0.039
Si 1.27 6.513 26.993 -0.048 -0.006 -0.032
Si 1.261 10.386 26.909 0.044 0.011 -0.04
Si 1.363 -1.237 26.894 -0.018 0.008 -0.037
Si 5.062 2.71 26.967 0.015 -0.029 -0.048
Si 5.151 6.533 26.927 0.005 0.043 0.005
Si 5.226 10.532 27.004 -0.036 -0.007 -0.071
Si 5.166 -1.185 26.941 -0.006 0.029 0.011
Si 9.035 2.744 27.011 -0.06 0.002 -0.011
Si 8.929 6.633 26.975 0.028 -0.003 0.006
Si 9.084 10.453 26.912 -0.021 -0.005 -0.031
Si 9.013 -1.165 27.017 0.01 -0.019 0.009
Si -2.603 2.622 26.941 0.009 0.034 0
Si -2.643 6.443 27.094 0.015 -0.001 -0.035
Si -2.584 10.365 26.914 0.002 0 0.013
Si -2.552 -1.28 27.012 0.041 0.013 -0.029
Si -0.697 2.659 28.343 -0.012 -0.019 0.016
Si -0.661 6.525 28.366 0.003 0.001 -0.014
Si -0.654 10.401 28.308 -0.01 0.011 0.01
Si -0.587 -1.211 28.314 -0.008 -0.01 0.009
Si 3.147 2.664 28.333 -0.006 0.005 0.012
Si 3.221 6.539 28.325 0.009 0.008 0.003
Si 3.22 10.411 28.3 0.009 0.004 0.023
Si 3.243 -1.201 28.324 -0.005 -0.012 -0.004
Si 7.048 2.671 28.319 0.005 0.013 -0.005
Si 7.035 6.534 28.351 0.005 -0.001 -0.013
Si 7.151 10.431 28.33 0.035 0.005 0.042
Si 7.073 -1.204 28.347 0.01 -0.005 -0.002
Si 10.957 2.677 28.348 0.023 -0.025 0.027
Si 10.869 6.535 28.364 -0.018 -0.003 -0.019
Si 10.976 10.408 28.319 0.007 0.001 0.015
Si 10.965 -1.208 28.35 -0.016 0.019 0.012
Si -0.657 0.734 29.702 0.015 -0.156 -0.066
Si -0.657 4.602 29.702 0.039 -0.119 0.148
Si -0.657 8.469 29.702 -0.018 0.098 -0.033
Si -0.657 -3.133 29.702 0.132 -0.049 -0.126
Si 3.21 0.734 29.702 -0.049 -0.031 -0.065
Si 3.21 4.602 29.702 -0.07 -0.001 -0.085
Si 3.21 8.469 29.702 0.046 0.117 -0.191
Si 3.21 -3.133 29.702 -0.031 -0.047 -0.125
Si 7.077 0.734 29.702 -0.118 0.063 -0.067
Si 7.077 4.602 29.702 0.019 -0.1 0.023
Si 7.077 8.469 29.702 -0.106 0.167 -0.089
Si 7.077 -3.133 29.702 0.219 0.032 0.183
Si 10.945 0.734 29.702 0.042 0.001 0.026
Si 10.945 4.602 29.702 -0.09 0.003 0.204
Si 10.945 8.469 29.702 -0.029 0.135 0.008
Si -4.524 -3.133 29.702 0.029 -0.096 0.071
Si 1.928 -0.018 3.418 -0.001 -0.001 0.011
Si 1.931 3.903 3.418 -0.007 0.002 0.008
Si 1.928 7.729 3.429 0.003 -0.011 0.006
Si 1.931 -3.878 3.428 0.001 -0.006 0.006
Si 5.807 -0.008 3.399 0.003 0.004 0.001
Si 5.804 3.885 3.413 -0.004 0.003 -0.005
Si 5.805 7.742 3.411 0.005 0.007 -0.006
Si 5.798 -3.883 3.415 0.002 -0.001 -0.003
Si 9.666 -0.045 3.399 0.002 -0.015 -0.008
Si 9.661 3.884 3.406 -0.004 0 -0.005
Si 9.664 7.73 3.41 0.003 -0.01 -0.004
Si 9.661 -3.863 3.411 0.002 0.004 -0.007
Si -1.929 0.006 3.422 0.001 0.009 0
Si -1.928 3.88 3.419 0.001 0.007 -0.002
Si -1.926 7.749 3.424 -0.006 0.012 0
Si -1.928 -3.869 3.414 0.002 0 -0.003
Si 1.918 1.949 4.725 0.008 -0.004 -0.005
Si 1.925 5.821 4.843 0.003 0.006 -0.025
Si 1.931 9.652 4.8 -0.012 0.008 -0.001
Si 1.924 -1.953 4.812 -0.002 0.002 -0.016
Si 5.848 1.934 4.736 0.043 -0.005 -0.019
Si 5.772 5.825 4.784 -0.02 -0.003 -0.005
Si 5.821 9.656 4.797 0.017 -0.007 -0.005
Si 5.786 -1.943 4.757 -0.011 -0.009 0.005
Si 9.657 1.908 4.687 -0.02 0.005 0.001
Si 9.658 5.812 4.796 -0.006 0.009 -0.007
Si 9.649 9.67 4.753 -0.008 0.006 -0.003
Si 9.656 -1.957 4.814 -0.005 -0.002 -0.01
Si -1.935 1.949 4.784 -0.008 -0.01 0.009
Si -1.895 5.817 4.79 0.027 -0.012 -0.014
Si -1.949 9.683 4.8 -0.002 -0.003 -0.004
Si -1.902 -1.939 4.777 0.01 -0.003 -0.013
Si 0.017 1.974 6.134 0.011 -0.018 0.077
Si -0.001 5.818 6.243 -0.009 -0.016 0.023
Si -0.015 9.68 6.169 0.017 -0.008 0.071
Si -0.001 -1.928 6.205 -0.007 0 0.018
Si 3.889 1.944 6 -0.039 0.01 0.083
Si 3.866 5.848 6.208 0.008 -0.016 0.007
Si 3.888 9.621 6.147 -0.014 0.027 0.041
Si 3.877 -1.956 6.147 0.005 0.015 -0.008
Si 7.793 1.891 6.105 -0.03 0.01 0.009
Si 7.691 5.823 6.142 0.046 -0.011 0.019
Si 7.766 9.68 6.172 -0.039 -0.017 0.046
Si 7.678 -1.959 6.155 0.027 0.013 0.042
Si -3.936 1.929 6.061 0.045 -0.001 0.026
Si -3.834 5.817 6.112 -0.044 0.006 0.037
Si -3.922 9.679 6.129 0.03 -0.012 0.046
Si -3.827 -1.977 6.12 -0.023 0.02 0.026
Si 0.025 0.046 7.526 -0.02 0.026 0.01
Si 0.016 3.866 7.607 -0.041 0.003 0.008
Si -0.055 7.769 7.607 0.011 0.025 0.027
Si 0.02 -3.863 7.588 -0.011 -0.003 0.01
Si 3.861 0.045 7.387 0.022 0.029 -0.022
Si 3.905 3.832 7.415 0.006 -0.046 -0.019
Si 3.86 7.757 7.655 0.01 0.02 0.007
Si 3.943 -3.908 7.489 0.007 -0.042 -0.017
Si 7.7 -0.028 7.52 0.042 -0.034 -0.04
Si 7.781 3.842 7.429 -0.014 -0.018 -0.009
Si 7.718 7.749 7.548 0.004 0.024 0.009
Si 7.733 -3.863 7.578 0.018 -0.003 -0.015
Si -3.886 -0.01 7.403 -0.008 -0.01 -0.026
Si -3.9 3.858 7.42 0.015 -0.013 -0.012
Si -3.909 7.747 7.487 0 0.009 -0.03
Si -3.877 -3.886 7.54 -0.02 -0.009 -0.029
Si 2.011 0.386 8.785 0.037 0.118 0.091
Si 2.045 3.529 8.803 0.05 -0.071 0.106
Si 1.88 8.183 8.915 -0.01 0.068 0.036
Si 2.044 -4.126 8.817 0.023 -0.078 0.101
Si 5.718 0.316 8.782 -0.085 0.143 0.137
Si 5.854 3.484 8.697 -0.012 -0.133 0.081
Si 5.843 8.072 8.959 0.007 0.136 0.068
Si 5.813 -4.206 8.932 -0.016 -0.152 0.093
Si -5.787 -0.347 8.749 -0.004 -0.158 0.07
Si -5.792 4.268 8.78 0.019 0.117 0.078
Si -5.806 7.452 8.859 -0.009 -0.112 0.06
Si -5.8 -3.521 8.896 -0.012 0.15 0.056
Si -1.982 0.339 8.727 -0.013 0.157 0.087
Si -2.028 3.482 8.776 -0.012 -0.131 0.029
Si -2.058 8.032 8.897 -0.013 0.109 0.07
Si -1.955 -4.258 8.857 -0.01 -0.111 0.088
Si -4.406 2.174 22.682 -0.02 0.034 -0.051
Si 1.277 0.734 31.069 0.007 -0.004 0.01
Si 1.277 4.602 31.069 0.005 -0.001 0.02
Si 1.277 8.469 31.069 -0.005 0.036 -0.017
Si 1.277 -3.133 31.069 -0.008 -0.044 0.003
Si 5.144 0.734 31.069 0.003 0.018 0.001
Si 5.144 4.602 31.069 0.008 -0.031 -0.007
Si 5.144 8.469 31.069 0.007 0.095 -0.001
Si 5.144 -3.133 31.069 -0.028 -0.07 -0.02
Si 9.011 0.734 31.069 0.013 0 -0.001
Si 9.011 4.602 31.069 0.03 -0.114 0.025
Si 9.011 8.469 31.069 0.027 0.017 -0.001
Si -6.458 -3.133 31.069 -0.027 0.047 0.03
Si -2.591 0.734 31.069 -0.003 -0.069 0.012
Si -2.591 4.602 31.069 0.001 0.086 0.009
Si -2.591 8.469 31.069 -0.004 0.012 0.003
Si -2.591 -3.133 31.069 -0.033 0.037 -0.018
Si 1.277 2.668 32.436 0.037 0.008 0
Si 1.277 6.535 32.436 -0.019 -0.003 0.005
Si 1.277 -5.066 32.436 0.027 0.012 0.004
Si 1.277 -1.199 32.436 -0.028 -0.008 0.007
Si 5.144 2.668 32.436 0.001 -0.002 0.016
Si 5.144 6.535 32.436 0.002 0.013 -0.01
Si 5.144 -5.066 32.436 -0.019 -0.007 0.018
Si 5.144 -1.199 32.436 0.012 -0.01 -0.007
Si 9.011 2.668 32.436 -0.03 0.04 0.005
Si 9.011 6.535 32.436 0.001 0.007 -0.005
Si -6.458 -5.066 32.436 -0.037 0.017 0.005
Si -6.458 -1.199 32.436 0.023 -0.042 0.011
Si -2.591 2.668 32.436 0.007 0 -0.001
Si -2.591 6.535 32.436 0.025 0.005 0.009
Si -2.591 -5.066 32.436 0.018 -0.007 0.001
Si -2.591 -1.199 32.436 -0.013 -0.022 0.012
Si 0 1.934 0.683 0.044 0.006 0.012
Si 0 5.801 0.683 -0.044 0.006 -0.01
Si 0 -5.801 0.683 0.032 -0.003 -0.013
Si 0 -1.934 0.683 -0.016 0.01 -0.008
Si 3.867 1.934 0.683 -0.047 -0.007 0.012
Si 3.867 5.801 0.683 0.022 0 -0.014
Si 3.867 -5.801 0.683 -0.043 -0.001 -0.008
Si 3.867 -1.934 0.683 0.003 0.002 -0.01
Si 7.734 1.934 0.683 0.012 -0.022 0.021
Si 7.734 5.801 0.683 0.001 -0.013 -0.032
Si 7.734 -5.801 0.683 0.011 0.002 -0.006
Si 7.734 -1.934 0.683 -0.024 0.02 -0.032
Si 11.602 1.934 0.683 -0.02 -0.019 0.018
Si 11.602 5.801 0.683 0.018 -0.002 -0.017
Si -3.867 -5.801 0.683 0.002 -0.004 -0.004
Si -3.867 -1.934 0.683 0.04 0.025 -0.022
Si 0 0 2.05 -0.019 -0.063 -0.036
Si 0 3.867 2.05 0.012 0.105 -0.036
Si 0 7.734 2.05 0.02 0.029 0.01
Si 0 -3.867 2.05 0.049 -0.063 -0.016
Si 3.867 0 2.05 -0.034 -0.029 -0.025
Si 3.867 3.867 2.05 -0.007 0.069 0.004
Si 3.867 7.734 2.05 -0.043 0.024 0.06
Si 3.867 -3.867 2.05 -0.058 -0.052 0.034
Si 7.734 0 2.05 0.008 -0.149 -0.178
Si 7.734 3.867 2.05 -0.034 0.159 -0.125
Si 7.734 7.734 2.05 -0.01 -0.036 -0.092
Si 7.734 -3.867 2.05 -0.051 0.001 -0.059
Si 11.602 0 2.05 0.081 -0.111 -0.027
Si 11.602 3.867 2.05 0.03 0.092 0.007
Si 11.602 7.734 2.05 0.049 -0.014 0.046
Si -3.867 -3.867 2.05 -0.004 0.049 0.013
Si 2.661 -5.251 13.911 0.001 -0.022 0.062
Si -1.821 5.687 10.932 0.021 0.021 0.098
Si -2.248 -0.701 13.39 -0.063 0.058 0.114
Si 4.143 2.905 13.45 0.034 -0.005 0.082
Si 5.311 5.405 15.164 0.017 -0.014 0.049
Si 5.837 5.674 11.05 0.015 -0.017 0.066
Si 7.934 -0.87 13.017 0.012 0.028 0.136
Si 5.784 -1.864 11.134 0.04 0.021 0.093
Si 9.338 1.995 10.902 -0.01 -0.011 0.132
Si -3.043 -5.3 12.918 0.026 0.011 0.17
Si -5.593 -5.764 11.165 -0.001 0.008 0.057
Si -2.379 4.551 13.81 -0.036 -0.049 0.127
Si -1.431 -1.938 10.784 -0.036 -0.005 0.122
Si -5.545 5.634 17.872 -0.02 0.001 -0.071
Si 1.739 -1.86 10.868 0.027 0.001 0.101
Si -1.724 -3.836 17.166 -0.011 -0.026 -0.038
Si -3.915 3.306 17.882 -0.016 0.002 -0.073
Si -0.088 9.16 13.136 0.02 0.015 0.136
Si -3.594 -2.995 14.804 -0.007 0.036 0.054
Si -1.634 5.333 16.718 -0.035 -0.005 -0.032
Si 3.581 1.409 16.006 0.022 0.015 -0.04
Si 2.892 4.773 11.621 -0.012 -0.053 0.165
Si 5.142 8.703 17.843 0.01 -0.003 -0.051
Si 8.227 9.578 13.938 -0.001 0.013 0.137
Si 7.652 4.828 13.565 0.021 -0.041 0.141
Si 0.866 6.7 11.494 0.007 -0.002 0.151
Si 0.483 1.457 16.731 0.013 0.006 -0.031
Si 5.282 8.507 14.725 -0.02 0.002 0.054
Si -4.944 0.573 13.129 -0.014 -0.052 0.139
Si 1.215 5.071 18.141 0.014 -0.009 -0.038
Si 8.64 -2.966 15.159 -0.019 0.017 0.011
Si -1.36 1.827 14.496 -0.041 -0.013 0.028
Si -5.048 5.456 14.698 -0.025 0.007 0.048
Si 0.575 9.718 15.965 0.008 -0.007 0.003
Si -3.338 7.714 17.777 -0.031 -0.009 -0.057
Si 3.448 -2.341 13.275 0.015 -0.049 0.132
Si 2.23 -1.659 19.05 0.002 0.015 -0.077
Si 4.015 -1.557 16.368 0.015 0.01 0.009
Si 2.021 8.078 18.176 0.009 0.031 -0.071
Si 2.115 9.089 20.913 0.005 0.032 -0.164
Si 5.943 -4.317 19.644 -0.012 -0.029 -0.086
Si 5.236 2.664 20.002 0.018 -0.017 -0.103
Si -4.527 8.413 15.051 -0.03 -0.021 0.046
Si 6.804 -2.264 17.535 -0.005 0.024 -0.033
Si 6.976 1.992 12.659 -0.007 -0.004 0.185
Si 0.432 2.689 19.614 0.056 0.016 -0.111
Si 6.15 5.158 21.476 0.007 -0.031 -0.156
Si 7.581 -0.952 22.027 -0.035 0.028 -0.052
Si -4.731 10.314 22.056 -0.02 -0.02 -0.064
Si 2.793 0.856 20.8 0.041 0.028 -0.159
Si -0.659 -0.969 18 0.008 -0.01 -0.035
Si -2.606 10.074 19.731 -0.007 0.021 -0.132
Si -0.55 10.144 22.128 -0.008 -0.002 -0.049
Si -4.12 1.209 15.988 -0.025 -0.02 -0.057
Si -1.287 2.551 22.17 -0.036 0.018 -0.056
Si 3.455 6.622 22.239 -0.012 -0.002 -0.064
Si -3.355 0.441 18.676 -0.034 -0.039 -0.069
Si -5.679 0.336 20.588 -0.014 0.006 -0.132
Si 7.874 9.23 21.286 -0.016 -0.013 -0.143
Si 3.418 -3.67 21.031 0.016 0.016 -0.134
Si 7.473 6.982 19.275 -0.004 0.012 -0.075
Si 4.067 4.011 17.468 0.028 -0.004 -0.046
Si 7.095 0.233 19.352 0.004 0.011 -0.087
O 4.234 0.569 24.337 -0.008 0.016 0.075
O 2.267 -0.497 10.156 -0.022 -0.028 -0.07
O 4.757 -1.873 12.411 0.009 0.004 -0.095
O 2.339 4.482 10.117 -0.034 -0.015 -0.091
O 4.553 4.245 14.296 -0.01 -0.008 -0.046
O -1.434 -5.517 12.596 -0.021 0.008 -0.062
O 4.32 5.552 11.615 0.003 0.016 -0.052
O 1.952 -5.689 9.352 -0.005 0.01 -0.106
O 2.363 -3.197 10.159 -0.02 0.019 -0.07
O 5.71 1.917 9.236 0.022 0.02 -0.138
O 5.491 -0.599 10.141 0.019 -0.012 -0.073
O 6.067 4.453 10.008 0.002 0.016 -0.05
O 9.356 8.797 14.852 -0.022 0.015 -0.033
O 5.841 -5.798 9.458 -0.019 -0.01 -0.125
O 5.742 -3.265 10.296 0.008 0.007 -0.068
O 7.278 -1.646 11.75 -0.028 -0.025 -0.096
O -5.763 3.391 10.173 0.001 -0.021 -0.054
O -5.701 0.714 10.001 0.006 0.01 -0.039
O -5.803 5.847 9.313 -0.003 0.029 -0.119
O -5.775 8.372 10.234 0 0.004 -0.052
O -2.34 7.096 10.255 0.006 -0.007 -0.074
O -5.325 1.941 12.327 -0.018 0.037 -0.104
O -5.768 -1.91 9.342 0.016 0.042 -0.126
O -2.021 1.903 9.298 0.018 -0.057 -0.134
O -2.095 -0.659 10.033 0.01 -0.024 -0.053
O -3.447 0.151 12.692 0.003 0.004 -0.054
O -3.326 2.089 18.817 0.007 0.015 0.057
O 1.884 -4.953 15.343 0.004 0.006 -0.001
O -2.345 4.387 10.115 0 0.033 -0.046
O -1.709 3.078 13.5 0.004 0.019 -0.025
O -3.368 -3.765 13.379 -0.007 -0.029 -0.087
O 9.17 5.373 13.668 -0.005 0.005 -0.057
O 2.124 -1.8 12.461 -0.062 0.012 -0.121
O 7.725 1.924 11.204 0.011 -0.001 -0.092
O -4.036 -5.69 11.681 0.01 -0.016 -0.072
O 4.364 0.035 16.351 -0.012 0.006 0.015
O 5.386 2.32 12.563 0.006 0.006 -0.055
O -4.699 2.587 16.631 0.025 0.001 0.038
O -0.623 1.258 22.912 -0.007 0.007 0.065
O 6.78 10.275 20.71 0 -0.002 0.064
O -3.951 4.337 14.237 0.037 0.009 -0.045
O -0.018 7.71 12.41 -0.008 -0.031 -0.091
O -4.524 -3.761 22.895 -0.018 0.003 0.085
O 2.976 3.352 12.414 -0.012 0.036 -0.081
O -0.199 5.701 10.772 0.003 -0.01 -0.069
O -2.425 -4.278 18.563 -0.008 -0.019 0.065
O 1.995 1.955 9.323 -0.023 -0.001 -0.113
O 7.275 -2.378 22.773 -0.002 0.002 0.061
O -5.196 -2.859 15.113 0.028 -0.016 -0.014
O 4.129 1.762 20.76 -0.011 0 0.065
O -0.102 5.083 17.193 0.003 -0.001 0.009
O 8.12 -4.388 14.557 0.008 -0.015 -0.036
O -2.89 2.36 22.122 0.054 0.006 0.03
O 2.089 1.318 16.629 -0.02 -0.013 0.022
O -2.616 1.547 15.483 0.02 0.012 -0.002
O -5.07 0.749 14.753 0.021 0.024 -0.03
O -0.829 2.619 20.618 -0.029 -0.004 0.096
O -1.177 -2.332 17.329 0.014 0.025 0.011
O 5.393 -2.388 16.686 -0.011 -0.004 0.006
O 3.218 -3.043 22.539 -0.008 0.013 0.103
O 6.004 7.129 10.319 -0.001 -0.006 -0.069
O 4.747 6 21.482 -0.014 0.014 0.062
O 4.909 5.21 16.737 -0.013 -0.007 0.015
O 0.99 9.682 21.914 -0.002 0.009 0.078
O 8.666 0.69 19.455 0.02 0.007 0.061
O 5.194 10.136 18.606 -0.003 0.009 0.044
O -1.619 5.228 15.088 0.009 0.002 -0.03
O -1.082 0.4 13.735 -0.007 -0.019 -0.043
O -6.31 -0.842 21.551 -0.004 -0.005 0.062
O -3.465 9.268 14.195 0.023 0.01 -0.07
O 0.64 -1.282 18.944 -0.002 -0.001 0.042
O -4.86 3.688 23.175 0.01 -0.01 0.068
O 3.002 -0.466 19.864 0.01 0.016 0.077
O -4.259 9.009 22.93 -0.021 -0.003 0.082
O -1.293 10.107 20.69 0.024 0 0.08
O 7.224 0.247 23.056 -0.001 -0.034 0.025
O -0.182 -0.027 16.76 0 -0.012 0.004
O -0.64 -3.835 22.81 0.013 -0.021 0.075
O 7.877 -1.799 14.33 0.006 -0.007 -0.038
O 5.494 8.97 16.275 0.002 0.012 -0.01
O 1.571 9.076 19.379 0.014 0.008 0.087
O 2.484 0.49 22.363 -0.016 -0.026 0.087
O 9.501 -0.604 12.667 -0.006 -0.012 -0.088
O -5.066 4.234 18.597 0.013 0.003 0.037
O 4.908 -3.36 20.463 0.005 -0.002 0.064
O 6.91 -0.709 18.035 0.007 -0.013 0.035
O 2.474 4.361 17.365 -0.015 0.008 0.015
O 7.179 2.719 23.878 -0.009 -0.017 0.079
O -4.556 6.429 23.709 -0.014 0.021 0.147
O -4.306 -0.174 19.858 -0.005 0.008 0.063
O 6.867 -3.29 18.797 0.002 -0.015 0.046
O -0.669 -1.279 23.674 -0.008 -0.018 0.148
O -0.838 3.924 22.941 0.011 -0.034 0.036
O -0.262 9.012 14.752 0 -0.002 -0.033
O -3.902 10.405 20.656 -0.029 0.004 0.089
O 1.794 7.439 10.382 0 -0.008 -0.068
O -1.176 9.024 23.126 0.048 0.006 0.097
O 3.902 7.662 23.398 -0.001 -0.012 0.054
O 7.038 5.826 20.314 -0.001 -0.014 0.071
O -4.081 8.6 16.613 0.015 -0.01 0.019
O 9.58 -4.418 10.281 0.006 -0.008 -0.06
O 6.915 5.221 22.921 0.021 -0.005 0.082
O -2.269 5.51 12.492 0.007 0.03 -0.109
O 8.254 8.156 20.108 0.006 0.018 0.076
O 2.349 -3.014 19.968 -0.01 -0.033 0.079
O 3.56 1.718 14.403 -0.008 -0.001 -0.018
O 7.667 3.197 13.511 -0.004 0.003 -0.056
O 3.335 10.16 21.02 -0.011 -0.034 0.059
O 7.097 -4.837 23.824 -0.005 0.004 0.092
O 3.629 8.112 17.932 -0.014 -0.001 0.04
O -4.45 -1.153 23.726 0.004 0.037 0.139
O -5.377 1.696 21.45 -0.015 0.01 0.03
O 0.036 2.222 18.098 -0.009 0.015 0.05
O 2.902 -1.865 17.553 0.002 -0.013 0.022
O -1.655 -1.806 12.378 0.036 -0.04 -0.112
O 3.287 10.24 23.921 0.011 -0.007 0.103
O -1.981 9.628 9.375 0.017 -0.026 -0.102
O 6.225 1.614 19.229 0.001 -0.001 0.056
O -2.758 8.635 18.98 0.016 0.016 0.06
O -2.107 6.836 17.156 0.003 -0.001 0.02
O -6.295 10.116 21.68 0.051 0.03 0.054
O -4.47 6.736 18.397 0.019 0.005 0.032
O 4.396 2.615 16.709 -0.007 -0.01 0.014
O 2.541 7.537 21.237 0.004 -0.018 0.067
O 7.173 0.538 13.382 -0.001 0.01 -0.063
O -4.311 6.891 14.531 0.014 0.01 -0.028
O -0.706 6.465 23.756 0.003 0.034 0.173
O 1.853 5.772 12.401 -0.015 0.01 -0.09
O 7.287 8.411 22.6 -0.027 0.003 0.1
O 8.797 9.628 12.399 0.023 0.004 -0.091
O -2.657 4.234 17.38 0.016 -0.006 0.036
O 2.671 5.365 22.934 0.02 0 0.089
O 2.934 2.811 23.598 0 -0.019 0.103
O 6.689 -0.667 20.676 0.017 -0.015 0.106
O 8.451 6.21 18.224 0.004 -0.007 0.027
O 3.911 9.165 14.091 -0.011 0.001 -0.028
O 0.928 4.241 19.517 -0.006 -0.021 0.042
O -2.88 -1.517 14.669 0.021 -0.001 -0.049
O 4.566 3.773 18.995 -0.012 0.004 0.051
O 1.617 6.567 18.569 0 -0.012 0.037
O 6.917 5.235 14.965 -0.013 0.005 -0.034
O -1.869 -0.233 18.835 -0.006 0.011 0.035
O -3.994 0.092 17.19 0.006 0.016 0.053
O 0.161 -1.954 10.553 0.023 0.007 -0.039
O -0.069 2.234 15.407 0.001 0.002 -0.011
O 4.948 6.906 14.654 -0.003 0.017 -0.031
O 1.586 1.716 20.164 -0.019 0.006 0.07
O 6.207 7.638 18.478 0.005 -0.008 0.044
O 6.718 8.892 13.979 0.029 0.006 -0.045
O -5.515 5.357 16.257 0.007 -0.013 0.013
O 1.163 8.52 16.878 0.004 -0.011 0.012
O 5.971 3.57 21.136 -0.009 0.01 0.062
O -2.862 -3.827 15.998 0.006 -0.007 0.013
O 6.911 5.512 12.274 -0.035 0.03 -0.117
O -0.447 -4.791 16.79 -0.006 0.012 0.008
O 8.107 -2.729 16.674 0.001 -0.009 0.018
O 3.4 -3.958 13.295 0.009 0.035 -0.051
O 1.416 -5.653 12.888 -0.003 0.005 -0.046
O 3.463 -1.88 14.85 -0.003 -0.003 -0.044
O -2.06 -3.338 10.236 0.013 0.032 -0.069

Results
free energy: -274087.121 eV
free energy less fixed offsets of O -568.88, Si -635.61 eV per atom: -10.641 eV

The program warned: the cutoff lies below the one the program advises for these potential files; the exchange-correlation potential is rough where the density is thin.
